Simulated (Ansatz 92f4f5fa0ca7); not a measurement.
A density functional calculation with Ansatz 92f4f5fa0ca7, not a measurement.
Periodic cell of 236 atoms, Si145O89As2, from a study of silicon, its oxide and their interface. The atomic structure is a simulated model.
Doubt: the cutoff is far below the 930 eV that the study's wrapper takes by default for these files, so forces and energies are approximate.
This geometry differs little from another in the collection (a relaxation step or a small displacement).

Settings: functional PBE; potential files Ansatz PAW; basis plane waves; wave-function cutoff 580 eV; density cutoff ratio 5; exchange-correlation grid ratio 1; k mesh 1 x 1 x 1, Gamma-centred; self-consistency stop 5e-08 eV per atom in the density residual; occupations fixed; spin none; net charge 0.

Cell vectors (angstrom)
a, 11.6015, 0, 0
b, 0, 10.938, 0
c, 0, 0, 32.0622

Atoms: element, x, y, z (angstrom)
Si, -0.1773, -0.0598, 23.2845
Si, 3.6876, 0.1977, 23.0963
Si, 7.5805, -0.1467, 23.4575
Si, 1.7099, 1.3762, 23.415
Si, 5.7579, 1.3861, 23.2081
Si, 9.4634, 1.2304, 23.3913
Si, 0.1732, 5.3055, 23.4794
Si, 4.1433, 5.2921, 23.4142
Si, 8.0536, 5.6026, 23.5551
Si, 2.1731, 6.567, 23.3759
Si, 5.9913, 6.7605, 23.4904
Si, 10.03, 6.866, 23.6036
Si, 1.9197, 2.6603, 25.3846
Si, 5.846, 2.6448, 25.2678
Si, 9.6431, 2.6821, 25.2872
Si, 11.6112, 3.9961, 25.4
Si, 3.9097, 3.9654, 25.3354
Si, 7.7561, 4.0852, 25.3503
Si, 1.9866, 8.1484, 25.1896
Si, 5.7874, 8.1692, 25.3654
Si, 9.7255, 8.2637, 25.4326
Si, 11.6542, 9.5605, 25.2675
Si, 3.8777, 9.5866, 25.0716
Si, 7.705, 9.5165, 25.4184
Si, 11.6609, -0.0142, 27.2119
Si, 3.9102, -0.0595, 27.126
Si, 7.7675, -0.019, 27.2933
Si, 1.9959, 1.3075, 27.2797
Si, 5.8365, 1.3168, 27.2182
Si, 9.7055, 1.3251, 27.2238
Si, 11.6025, 5.4678, 27.2427
Si, 3.8545, 5.4198, 27.2214
Si, 7.7195, 5.4601, 27.2672
Si, 1.9463, 6.8241, 27.1782
Si, 5.7667, 6.797, 27.2733
Si, 9.6642, 6.8115, 27.2819
Si, 1.9501, 2.7201, 29.1733
Si, 5.798, 2.713, 29.1464
Si, 9.687, 2.7248, 29.1494
Si, 0.0189, 4.0953, 29.167
Si, 3.8698, 4.0864, 29.1715
Si, 7.7364, 4.0773, 29.1771
Si, 1.947, 8.1827, 29.1358
Si, 5.7946, 8.1921, 29.1767
Si, 9.6801, 8.202, 29.1858
Si, 0.0169, 9.5589, 29.1516
Si, 3.8746, 9.5636, 29.1255
Si, 7.7386, 9.5424, 29.196
Si, 0, 0, 31.0965
Si, 3.8672, 0, 31.0965
Si, 7.7343, 0, 31.0965
Si, 1.9336, 1.3673, 31.0965
Si, 5.8008, 1.3673, 31.0965
Si, 9.6679, 1.3673, 31.0965
Si, 0, 5.469, 31.0965
Si, 3.8672, 5.469, 31.0965
Si, 7.7343, 5.469, 31.0965
Si, 1.9336, 6.8362, 31.0965
Si, 5.8008, 6.8362, 31.0965
Si, 9.6679, 6.8362, 31.0965
Si, 1.9336, 2.7345, 0.9679
Si, 5.8008, 2.7345, 0.9679
Si, 9.6679, 2.7345, 0.9679
Si, 0, 4.1018, 0.9679
Si, 3.8672, 4.1018, 0.9679
Si, 7.7343, 4.1018, 0.9679
Si, 1.9336, 8.2035, 0.9679
Si, 5.8008, 8.2035, 0.9679
Si, 9.6679, 8.2035, 0.9679
Si, 0, 9.5708, 0.9679
Si, 3.8672, 9.5708, 0.9679
Si, 7.7343, 9.5708, 0.9679
Si, 11.5851, 0.0117, 2.8953
Si, 3.851, 0.0154, 2.9173
Si, 7.732, 0.009, 2.896
Si, 1.9196, 1.3694, 2.8783
Si, 5.8053, 1.3609, 2.8811
Si, 9.6452, 1.378, 2.9123
Si, 11.5431, 5.5081, 2.8578
Si, 3.8533, 5.4713, 2.9162
Si, 7.6892, 5.5002, 2.9069
Si, 1.9061, 6.8114, 2.8703
Si, 5.766, 6.8731, 2.9172
Si, 9.6128, 6.8659, 2.9261
Si, 1.8669, 2.7868, 4.7462
Si, 5.8174, 2.7295, 4.7955
Si, 9.5735, 2.797, 4.8189
Si, 11.5249, 4.1257, 4.7448
Si, 3.8812, 4.0669, 4.8384
Si, 7.702, 4.2118, 4.891
Si, 1.9004, 8.1531, 4.7957
Si, 5.7644, 8.3005, 4.8238
Si, 9.6079, 8.2354, 4.8824
Si, 11.5671, 9.5384, 4.7939
Si, 3.773, 9.5812, 4.8608
Si, 7.7101, 9.6576, 4.8757
Si, 11.4365, 0.1091, 6.5937
Si, 3.5801, 0.1415, 6.7084
Si, 7.6332, 0.0292, 6.8901
As, 1.7083, 1.6145, 6.7985
Si, 5.654, 1.3266, 6.7013
Si, 9.5666, 1.5013, 6.8012
Si, 11.5802, 5.4837, 6.6658
Si, 4.0112, 5.4183, 6.7952
Si, 7.7599, 5.6538, 6.8568
Si, 2.0135, 6.6527, 6.6399
Si, 5.832, 6.9666, 6.7512
Si, 9.7757, 6.9979, 6.9196
O, 10.0085, 7.9578, 8.2938
O, 7.6474, 9.8991, 8.1961
O, 7.4567, 4.7297, 8.2133
O, 3.2557, 10.4755, 8.2332
O, 2.0657, 7.5883, 8.0017
O, 4.1264, 4.6452, 8.2869
O, 9.8606, 2.419, 8.1761
O, 11.5489, 4.4995, 8.0009
O, 5.5961, 2.3578, 8.0168
O, 5.8061, 7.9364, 8.1176
O, 11.3255, 10.2779, 8.0523
O, 11.2767, 10.0905, 21.8091
O, 3.2486, 10.721, 21.5121
O, 5.8267, 7.7401, 22.1512
O, 4.2469, 4.4375, 21.9702
O, 7.7248, 9.6659, 22.2058
O, 10.3667, 7.6537, 22.1805
O, 1.6487, 2.4101, 22.1161
O, 5.9877, 2.4341, 21.917
O, 8.4529, 4.7079, 22.2121
O, -0.0605, 4.4444, 22.0569
O, 2.3458, 7.3109, 21.91
O, 9.1617, 1.9221, 21.9117
Si, 1.9329, 7.8266, 9.5821
Si, 5.1148, 0.5605, 17.6881
Si, 2.5829, 5.3872, 13.947
Si, 10.5324, 3.9241, 13.9954
Si, 8.3237, 2.3758, 15.3035
Si, 9.5783, 2.248, 20.3781
Si, 10.6358, 3.6115, 9.0055
Si, 0.0922, 2.3404, 11.5602
Si, 11.1574, 8.1465, 15.3972
Si, 5.2299, 6.9188, 14.0483
Si, 6.0795, 2.665, 11.2682
Si, 8.6025, 7.6694, 19.3883
Si, 8.1277, 4.8376, 20.6268
Si, 6.0235, 9.5754, 15.2035
Si, 2.133, 7.6276, 20.3335
Si, 1.944, 4.8841, 18.7741
Si, 4.5284, 3.4091, 18.0677
Si, 8.6144, 8.935, 16.8177
Si, 0.9619, 9.4948, 13.2804
Si, 10.013, 10.652, 11.7133
Si, 5.3725, 3.6852, 21.0457
Si, 0.6617, 5.4627, 16.2067
Si, 10.7975, 9.1599, 9.1042
Si, 6.6064, 8.8874, 21.2993
Si, 7.1882, 7.1554, 11.5185
Si, 2.779, 0.7911, 12.2463
Si, 10.9175, 8.6837, 21.0486
Si, 6.0453, 4.3142, 15.7196
Si, 7.2119, 0.4225, 13.0346
As, 4.0281, 2.8827, 8.7642
Si, 0.9465, 6.7629, 11.8827
Si, 6.5406, 9.0481, 9.069
Si, 0.6895, 3.2969, 21.1557
Si, 9.8514, 6.5986, 12.8892
Si, 7.9003, 4.5793, 9.7734
Si, 4.0304, 10.0532, 20.2267
Si, 4.4235, 3.0436, 13.5537
Si, 3.8339, 10.0915, 9.7148
Si, 8.1448, 0.7932, 18.0565
O, 11.4777, 3.3296, 12.8229
O, 9.5311, 4.5431, 9.7808
O, 8.832, 3.5979, 19.8654
O, 4.1295, -0.1256, 18.7948
O, 11.2927, 4.565, 15.2758
O, 9.8933, 9.8342, 10.2922
O, 3.9176, 1.5453, 13.1454
O, 0.755, 9.1018, 14.8489
O, 6.5529, 0.9798, 18.3643
O, 4.7602, 3.1121, 19.659
O, 6.4778, 1.1562, 11.7694
O, 0.5577, 8.6637, 9.8424
O, 5.7066, 4.2879, 17.3258
O, 8.532, 7.3668, 12.3915
O, 4.6957, 2.8699, 10.4136
O, 2.1479, 5.4253, 15.516
O, 3.4321, 0.1876, 10.8859
O, 5.9778, 7.144, 12.6084
O, 2.287, 6.3687, 19.3298
O, 0.6951, 4.8841, 17.7263
O, 8.5698, 10.6533, 12.4687
O, 5.447, 10.1299, 9.592
O, 0.6344, 8.2342, 20.2066
O, 9.7454, 2.6439, 14.5917
O, 2.1496, 10.5905, 13.216
O, 10.0884, 9.0818, 16.1654
O, 6.2165, 10.2684, 13.7306
O, 7.4883, 1.4561, 14.2632
O, 1.6522, 3.9477, 20.048
O, 5.9248, 5.7787, 15.0059
O, 7.4742, 8.9743, 15.6676
O, 1.5805, 1.7392, 11.7241
O, 7.1226, 8.3536, 10.4164
O, 4.3602, 1.9589, 17.3263
O, 7.367, 3.1966, 10.4398
O, 11.7543, 7.0018, 16.3757
O, 8.3841, 10.1623, 17.8219
O, 3.2576, 8.6195, 10.0954
O, 7.576, 3.8015, 15.5334
O, 3.1863, 4.2907, 17.9324
O, 3.085, 3.9402, 13.4339
O, 1.4528, 8.2064, 12.4334
O, 1.2774, 5.6864, 13.0385
O, 5.0763, 8.2857, 14.9257
O, 11.1997, 2.3904, 20.3508
O, 11.1328, 9.9981, 12.6911
O, 5.6872, 3.5191, 12.6146
O, 5.0006, 3.2364, 15.0582
O, 6.4975, 4.7773, 20.5561
O, 8.5653, 1.6411, 16.7329
O, 10.4862, 1.2499, 11.4558
O, 10.9372, 6.6675, 11.6663
O, 3.3045, 8.6505, 19.8743
O, 1.7551, 6.4709, 10.488
O, 7.1887, 8.2249, 19.9511
O, 8.5452, 7.5931, 17.7557
O, 3.7188, 6.4931, 13.6622
O, 9.5474, 5.0535, 13.3272
O, 5.5474, 9.9945, 20.8032
O, 10.4152, 7.412, 14.1615
O, 8.7769, 6.1619, 19.9603
O, 7.2758, 5.7675, 10.6803
O, 5.3703, 10.5547, 16.358
O, 9.0841, 1.1152, 19.3365
O, 11.6899, 3.0959, 10.1221
O, 9.766, 8.6973, 19.8972

Results
free energy: -152502.116 eV
free energy less fixed offsets of As -4856.12, O -568.88, Si -635.61 eV per atom: 3.894 eV

Forces (eV/angstrom), in the order of the atoms: element, x, y, z
Si, 0.0008, 0.0007, 0.0012
Si, 0.0024, 0.0006, -0.002
Si, 0.0002, 0.0009, 0.0012
Si, 0.0002, -0.001, 0.0014
Si, 0.0013, -0.0003, 0.0008
Si, 0.0018, 0.0011, -0.0019
Si, -0.0016, 0.0023, 0.0022
Si, 0.002, 0.0012, -0.002
Si, -0.0003, 0.0013, 0.0015
Si, 0.0009, 0.0003, -0.0039
Si, 0.0027, -0.0019, -0.0013
Si, 0.0047, -0.0028, -0.0005
Si, 0.0005, -0.0009, 0.0005
Si, -0.0001, -0.0003, -0.0013
Si, -0.0005, -0.0017, -0.0015
Si, 0.0004, -0.0004, -0.0005
Si, -0.0003, -0.0005, 0.0001
Si, 0.0001, 0.0016, 0.0016
Si, -0.0004, -0.0012, 0.0008
Si, 0, 0.0006, 0.0001
Si, -0.0015, 0.0001, 0.0004
Si, 0.0003, 0.0018, -0.0007
Si, -0.0002, 0.0006, 0
Si, 0.0001, 0.0005, -0.0001
Si, -0.0005, -0.0002, -0.0003
Si, 0.0009, 0.0015, -0.0015
Si, 0.0011, -0.0005, 0.0016
Si, 0.0012, 0.001, 0.0016
Si, 0.0002, -0.0004, -0.0005
Si, 0.0011, -0.0002, -0.0011
Si, 0.0011, 0.0004, 0.0004
Si, 0.0006, 0.0008, 0.0006
Si, 0.0008, -0.0011, 0.0007
Si, 0.0007, -0.0005, -0.0002
Si, 0.0006, 0.001, 0.0009
Si, -0.0002, 0.0011, 0.0012
Si, -0.002, -0.0019, 0.0012
Si, 0.0004, 0.0004, 0.0029
Si, -0.0004, 0.0006, 0.0024
Si, 0.0032, 0.0002, -0.0009
Si, 0.0021, -0.0002, -0.0011
Si, 0.0011, 0.0008, -0.0021
Si, 0.0013, -0.0006, 0.0003
Si, 0.0029, -0.0007, -0.0023
Si, 0.002, -0.0008, -0.0027
Si, 0.001, 0.0019, 0.0026
Si, -0.0013, 0.0018, 0.0045
Si, -0.0013, 0.0004, -0.0012
Si, 0.0366, -0.0245, -0.0931
Si, -0.0228, 0.0257, -0.2136
Si, -0.0402, 0.0415, 0.1223
Si, -0.0125, -0.0465, 0.0755
Si, -0.0185, -0.0573, -0.0548
Si, 0.0089, -0.0703, -0.0565
Si, 0.019, -0.0342, 0.0154
Si, 0.0179, 0.0397, 0.0244
Si, -0.0047, -0.0101, 0.042
Si, 0.0154, -0.0206, -0.132
Si, -0.0314, -0.1065, 0.1176
Si, 0.0426, -0.1443, 0.1412
Si, -0.0057, 0.0646, -0.1047
Si, -0.0066, 0.0326, -0.1301
Si, 0.0119, 0.0563, 0.0409
Si, -0.0871, 0.0173, -0.1392
Si, 0.0293, 0.0003, 0.0923
Si, -0.0572, 0.0578, 0.1521
Si, 0.0163, 0.0462, -0.0786
Si, -0.051, 0.0553, -0.0048
Si, -0.0783, 0.0749, 0.1095
Si, -0.0543, 0.0149, -0.0317
Si, 0.015, -0.0114, 0.0816
Si, 0.0391, -0.0037, 0.033
Si, -0.0009, -0.0031, -0.0013
Si, 0.0051, -0.0052, -0.0043
Si, -0.0032, -0.0082, -0.0018
Si, -0.0022, 0.0077, -0.0015
Si, 0.0038, -0.0035, -0.0019
Si, 0, -0.0011, -0.0016
Si, -0.0029, -0.0014, 0.0035
Si, 0.0054, -0.0033, 0.0036
Si, 0.0038, 0.0019, -0.0019
Si, 0.0044, -0.002, -0.0014
Si, 0.0058, -0.0014, -0.0036
Si, -0.0044, 0.0012, 0.0021
Si, -0.0081, -0.0072, 0.0114
Si, 0.0008, 0.0031, -0.002
Si, -0.0009, 0.0015, 0.0038
Si, 0.0048, 0.0049, -0.001
Si, -0.0036, -0.0019, -0.0059
Si, -0.0014, 0.0051, -0.0019
Si, 0.0006, -0.0026, -0.0018
Si, -0.0016, -0.0028, -0.0045
Si, 0.0085, 0.0028, -0.0065
Si, -0.0062, 0.0016, 0.0093
Si, 0.004, 0.0041, 0.009
Si, -0.0015, -0.0033, 0.0034
Si, 0.0101, 0.0002, -0.0083
Si, -0.0099, 0.0029, -0.0102
Si, 0.0056, 0.0043, 0.0042
As, 0.0106, -0.0003, -0.0135
Si, 0.0115, 0.0045, -0.0102
Si, 0.0013, 0.0005, 0.0001
Si, 0.004, 0.007, -0.0078
Si, 0.005, -0.0058, 0.0133
Si, 0.0019, 0.0062, -0.0014
Si, -0.0065, -0.0005, 0.0131
Si, 0.0021, 0.001, 0.0009
Si, -0.0046, -0.0026, 0.0009
O, 0.0004, 0.0002, -0.0016
O, 0.0021, -0.0056, -0.0017
O, -0.0031, -0.0048, 0.0039
O, 0.0041, -0.0112, 0.0024
O, 0.0059, -0.0047, -0.0043
O, -0.0109, -0.0236, 0.0018
O, -0.0011, 0.0042, -0.0006
O, 0.0004, -0.0023, 0.001
O, -0.0043, 0.0006, 0.0074
O, -0.0034, -0.0011, -0.0018
O, -0.0043, 0.0052, -0.0036
O, 0.0009, -0.0019, -0.0013
O, 0.0023, 0, -0.0005
O, 0.0016, 0.0011, -0.0001
O, 0.0005, -0.0001, 0.0001
O, 0.0009, -0.0001, -0.0002
O, 0.0026, 0.0011, 0
O, 0.0012, -0.0003, -0.0008
O, 0.001, -0.0002, -0.0002
O, 0.0011, -0.0003, -0.0005
O, 0.0019, -0.0036, -0.0021
O, -0.0007, -0.0015, -0.0055
O, 0.0015, -0.0025, -0.0002
Si, -0.0007, 0.0079, 0.0023
Si, 0.0014, 0.0004, -0.0024
Si, 0.0073, -0.0094, 0.0083
Si, 0.0008, -0.0016, 0.0001
Si, 0.005, -0.003, -0.0029
Si, 0.002, -0.0001, -0.0018
Si, -0.0029, 0, 0.0055
Si, 0.0019, -0.001, 0.0022
Si, 0.0006, -0.0026, -0.0023
Si, -0.002, 0.0011, -0.0018
Si, 0.0133, 0.002, 0.0224
Si, 0.0008, 0.0008, -0.0028
Si, 0.0011, -0.0009, 0
Si, 0.0026, 0.0003, -0.006
Si, 0.002, 0.0007, 0.0026
Si, -0.0015, 0, 0.0023
Si, 0.0019, -0.0027, -0.0016
Si, 0.0044, -0.0017, -0.0065
Si, 0.0018, 0.0007, -0.0015
Si, 0.0007, 0.0004, 0.0001
Si, 0.0016, 0.0006, 0.0004
Si, 0.0017, 0.0028, -0.0075
Si, 0.001, -0.0029, 0.0031
Si, -0.0005, -0.0002, -0.0001
Si, 0.0012, 0.0034, 0.0006
Si, -0.0016, -0.0026, -0.0011
Si, -0.0003, 0.0012, 0.0009
Si, -0.0018, -0.0039, -0.0038
Si, 0.0056, -0.0037, 0.0028
As, 0.0254, 0.0373, 0.0087
Si, 0.0012, 0.0052, -0.0003
Si, 0.0031, 0.0028, 0.0076
Si, -0.0014, 0.0018, -0.0005
Si, 0.0021, -0.0002, -0.0003
Si, 0.0079, 0.0031, 0.0046
Si, 0.0028, 0.002, -0.0005
Si, -0.0041, 0.0067, 0.0066
Si, -0.0004, -0.0039, 0.0077
Si, 0.0004, -0.0006, -0.0002
O, 0.0012, -0.0008, 0
O, -0.0014, -0.0002, -0.0014
O, -0.0003, 0.0007, 0.0007
O, 0.0027, -0.0019, 0.0039
O, 0.0057, 0.0028, 0.0024
O, 0.0009, 0.0008, -0.0004
O, 0.0032, 0.0063, 0.0006
O, -0.0003, -0.0009, 0.0027
O, -0.0003, 0.0002, -0.0004
O, 0.0015, 0.0004, 0.001
O, -0.0036, 0.0043, -0.0071
O, 0.0006, -0.0025, 0.0019
O, 0.0013, 0.0009, 0.001
O, -0.0014, -0.0022, -0.0015
O, -0.0101, -0.0016, -0.0184
O, 0.0005, -0.0036, -0.0224
O, 0.0028, -0.0012, -0.0024
O, 0.0021, -0.0011, 0.0007
O, -0.0009, -0.004, 0.0009
O, 0.0057, 0.0009, 0.0041
O, -0.0003, 0.0006, 0.0012
O, 0.0028, 0.0004, -0.0045
O, 0.0023, -0.001, 0.0009
O, -0.0022, 0.0025, 0.0032
O, 0.0001, -0.0003, 0.0002
O, -0.0036, -0.0043, 0.0023
O, 0.0012, -0.001, 0.0049
O, 0.0021, 0.0008, 0.0008
O, 0.0022, 0.0059, -0.0056
O, 0.0015, -0.0013, 0.0003
O, 0.0053, -0.0001, 0.0045
O, 0.0017, 0.0025, 0.002
O, 0.0017, -0.0052, -0.0014
O, 0.0024, 0.0002, 0.0018
O, -0.0076, -0.0028, -0.0072
O, 0.0033, -0.0049, -0.0045
O, 0.0006, -0.0016, 0.0006
O, 0.0022, -0.0033, -0.0026
O, 0.0007, -0.0005, 0.0013
O, -0.001, 0.002, 0.0024
O, 0.0073, 0.019, 0.0071
O, 0.0005, -0.0022, 0.0005
O, 0.0059, -0.003, 0.0096
O, 0.0044, -0.0008, -0.0001
O, 0.0036, 0.0015, 0.0006
O, 0.0034, -0.0009, 0.0013
O, -0.0053, -0.0038, -0.0065
O, 0.0012, 0.0028, -0.0092
O, 0.0009, -0.0003, 0
O, 0.0019, 0.0023, -0.0041
O, 0.0019, 0.0011, 0.0006
O, 0.0014, -0.0006, -0.0012
O, -0.0005, -0.0022, 0.0005
O, 0.0035, -0.0036, -0.0035
O, 0.0006, 0.0004, 0.0011
O, 0.001, 0.0037, -0.0015
O, -0.0069, -0.0124, 0.0068
O, 0.0006, 0.0003, 0.0006
O, -0.0005, -0.0002, -0.0013
O, 0.0023, 0.001, 0.0063
O, 0.0013, 0.0001, -0.0002
O, -0.0007, 0.0048, -0.0001
O, -0.0003, 0.0007, 0.0018
O, 0.0037, 0.0023, 0
O, 0.004, 0.0004, -0.0061
O, 0.0011, -0.0001, -0.0005

The program warned: the cutoff lies below the one the program advises for these potential files; the exchange-correlation potential is rough where the density is thin.
